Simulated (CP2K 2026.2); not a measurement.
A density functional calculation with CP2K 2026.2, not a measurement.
Periodic cell of 504 atoms, Si360O144, from a study of silicon, its oxide and their interface. The atomic structure is a simulated model.
Doubt: the forces sum to 2.15 eV/angstrom along one axis rather than to zero, so they err by at least 0.0043 eV/angstrom per atom on average; the grid cutoff is modest.

Settings
functional: PBE
method: Gaussian and plane waves
basis set: DZVP-MOLOPT-SR-GTH
pseudopotentials: GTH-PBE
grid cutoff: 300 Ry, relative cutoff 40 Ry
k points: Gamma only
occupations: fixed
spin: none
net charge: 0

Cell vectors (angstrom)
a 16.32 0 0
b 0 16.32 0
c -6.4015 -7.8273 33.8933

Atoms and the computed forces on them: element, x, y, z (angstrom), force x, y, z (eV/angstrom)
Si 1.087 -1.247 0.226 0.07 0.006 0.644
Si 3.712 1.431 -0.01 0.289 -0.01 0.7
Si 1.646 3.808 -0.035 -0.178 0.106 0.775
Si 4.402 6.717 -0.015 -0.212 0.031 0.705
Si 1.141 -6.572 0.075 0.209 -0.11 0.749
Si 4.557 -4.341 0.08 -0.375 0.17 0.734
Si 7.138 -1.592 -0.06 -0.22 0.238 0.756
Si 9.765 1.21 0.129 -0.179 0.051 0.711
Si 6.534 4.417 -0.027 0.029 -0.202 0.754
Si 9.732 6.627 0.175 -0.192 0.163 0.766
Si 6.712 9.631 0.137 0.257 -0.168 0.688
Si -7 -3.852 0.138 0.131 -0.17 0.767
Si -4.421 -1.099 0.09 0.185 -0.094 0.714
Si -1.145 0.945 -0.06 -0.058 0.19 0.683
Si -4.48 4.301 0.174 0.264 -0.035 0.738
Si -1.698 7.067 0.009 0.188 -0.165 0.783
Si -3.886 -6.999 0.113 -0.156 0.184 0.793
Si -1.012 -4.279 0.079 -0.275 0.067 0.71
Si 2.646 -0.021 1.456 0.011 0.01 -0.054
Si 5.396 2.69 1.164 -0.016 0.018 -0.05
Si 2.761 5.472 1.214 0.022 0.002 -0.048
Si 5.513 8.13 1.466 0.001 0.004 -0.055
Si 2.788 -5.407 1.297 0.013 0.019 -0.038
Si 5.542 -2.666 1.341 0.019 0.016 -0.066
Si 8.173 -0.001 1.336 -0.005 -0.012 -0.067
Si -5.481 2.722 1.533 0.002 -0.017 -0.054
Si 8.104 5.463 1.4 -0.012 -0.015 -0.034
Si -5.411 8.168 1.47 0.013 -0.008 -0.045
Si 8.219 10.863 1.43 -0.004 0.028 -0.035
Si -5.48 -2.672 1.445 -0.009 -0.013 -0.061
Si -2.732 -0.053 1.361 -0.019 0.006 -0.055
Si -0.027 2.661 1.199 0.016 -0.011 -0.064
Si -2.767 5.437 1.33 -0.007 0.021 -0.082
Si -0.044 8.154 1.315 -0.013 0.018 -0.056
Si -2.696 -5.391 1.32 0.016 -0.025 -0.067
Si -0.035 -2.76 1.555 -0.009 -0.006 -0.023
Si 1.283 1.381 2.734 -0.015 0.026 0.031
Si 4.084 4.074 2.619 -0.016 -0.017 0.023
Si 1.363 6.779 2.615 0.022 0.018 -0.005
Si 4.069 9.513 2.71 -0.005 -0.004 0.022
Si 1.455 -4.09 2.76 -0.002 -0.023 0.018
Si 4.104 -1.371 2.7 -0.011 -0.02 0.003
Si 6.759 1.38 2.613 0.014 0.022 0.005
Si 9.423 4.076 2.792 -0.004 0.021 0.021
Si 6.84 6.803 2.83 0.01 0.003 0.02
Si 9.555 9.527 2.794 -0.008 -0.008 0.007
Si 6.833 12.254 2.756 0.001 -0.005 0.033
Si -6.83 -1.323 2.792 -0.01 0.004 0.041
Si -4.022 1.365 2.761 0.001 -0.024 0.028
Si -1.355 4.047 2.606 0.004 -0.011 -0.001
Si -4.067 6.774 2.788 0 0.003 0.042
Si -1.363 -6.785 2.715 -0.01 -0.004 0.037
Si -4.068 -4.061 2.71 0.001 -0.017 -0.005
Si -1.448 -1.397 2.809 -0.009 0.017 0.026
Si -0.045 0 4.097 0.011 -0.006 -0.009
Si 2.705 2.748 4.031 0.003 0 -0.025
Si 0.008 5.416 3.988 -0.018 -0.003 0.003
Si 2.697 8.137 4.035 0.008 0.005 -0.002
Si 0.037 -5.456 4.073 -0.011 0.007 -0.014
Si 2.771 -2.712 4.106 0 -0.013 0.017
Si 5.44 0.023 4.034 0.015 -0.001 0.002
Si 8.081 2.689 4.088 -0.001 -0.017 0.009
Si 5.422 5.402 4.069 0.006 -0.02 -0.019
Si 8.19 8.177 4.15 -0.011 -0.004 0.007
Si 5.435 10.884 4.076 -0.003 0.011 -0.02
Si 8.161 -2.71 4.136 0.014 -0.004 -0.004
Si -5.427 0.021 4.11 0.006 -0.009 -0.017
Si -2.676 2.741 4.077 -0.009 0.001 0.002
Si -5.472 5.43 4.111 0.008 0.012 -0.015
Si -2.704 8.168 4.1 -0.006 0.011 -0.009
Si -5.406 -5.419 4.104 0.01 0.014 -0.004
Si -2.768 -2.746 4.154 0.012 0.009 0.015
Si 1.367 -1.368 16.312 -0.003 0.006 -0.012
Si 4.068 1.332 16.301 -0.001 -0.017 -0.016
Si 1.339 4.083 16.31 -0.005 -0.001 -0.009
Si 4.064 6.814 16.295 0.004 -0.004 -0.012
Si 1.355 -6.82 16.316 0.003 -0.011 -0.009
Si 4.07 -4.089 16.314 -0.001 -0.003 0.001
Si 6.819 -1.363 16.303 0.002 0.008 -0.016
Si -6.796 1.358 16.328 0.007 -0.001 -0.017
Si 6.822 4.072 16.283 0.008 0.002 -0.014
Si -6.776 6.81 16.332 -0.003 0.011 -0.004
Si 6.804 9.519 16.298 0.003 0.007 -0.009
Si -6.814 -4.086 16.314 -0.001 0.003 -0.008
Si -4.079 -1.358 16.316 -0.002 0.013 -0.014
Si -1.376 1.381 16.32 0.002 -0.005 -0.003
Si -4.067 4.098 16.353 -0.003 0.004 -0.004
Si -1.378 6.792 16.341 -0.002 -0.005 -0.003
Si -4.055 9.528 16.327 0 0.006 -0.01
Si -1.366 -4.083 16.338 -0.002 -0.005 0
Si 2.703 -0.008 17.686 0.006 0.001 0.008
Si 5.487 2.666 17.605 -0.005 -0.006 -0.007
Si 2.701 5.455 17.642 0.01 0.023 0.013
Si 5.403 8.199 17.645 0.002 0.011 -0.008
Si 2.72 -5.475 17.675 0.006 -0.012 0.008
Si 5.444 -2.712 17.637 0.007 0.005 0.014
Si 8.173 -0.016 17.693 0.007 0.002 -0.01
Si -5.439 2.727 17.681 -0.012 -0.012 0.001
Si 8.154 5.448 17.65 0.007 -0.016 0.015
Si -5.379 8.155 17.694 -0.012 0 -0.009
Si 8.183 10.833 17.674 0.002 -0.006 0.008
Si -5.468 -2.703 17.659 0.006 -0.01 -0.011
Si -2.718 0.003 17.672 -0.018 -0.001 0.013
Si -0.03 2.747 17.688 0.001 -0.007 0.001
Si -2.722 5.456 17.756 -0.014 0.011 0.001
Si -0.009 -8.173 17.683 0.005 -0.001 0.019
Si -2.733 -5.423 17.719 0.002 -0.004 0.014
Si 0.021 -2.728 17.674 -0.008 0.018 0.001
Si 1.299 1.355 19.023 -0.001 -0.01 -0.006
Si 4.115 4.045 18.871 -0.009 0.003 -0.03
Si 1.341 6.785 19.057 -0.014 0.007 -0.03
Si 4.049 -6.822 19.083 0.017 -0.02 -0.007
Si 1.372 -4.116 19.019 -0.015 0.016 -0.009
Si 4.123 -1.338 19.021 0.003 0.012 -0.018
Si 6.815 1.343 19.04 -0.009 0.004 0.01
Si -6.798 4.11 19.021 0.009 -0.009 -0.046
Si 6.768 6.839 18.951 0.013 0.002 -0.028
Si -6.718 9.506 19.047 -0.004 0.024 -0.017
Si 6.761 -4.138 18.961 -0.019 0.002 -0.037
Si 9.517 -1.376 19.073 0.007 0.004 -0.01
Si -4.091 1.347 19.037 -0.022 0.008 -0.038
Si -1.347 4.103 19.114 0.023 -0.009 -0.004
Si -4.057 6.837 19.146 0.008 0.008 0.005
Si -1.344 -6.796 19.055 -0.002 -0.017 -0.038
Si -4.143 -4.038 19.039 -0.002 -0.012 -0.028
Si -1.332 -1.351 19.014 0.013 0.009 -0.024
Si -0.024 -0.015 20.451 0.009 0.001 0.047
Si 2.743 2.753 20.229 -0.002 0.013 0.05
Si 0.027 5.438 20.509 0.012 0.008 0.059
Si 2.668 8.156 20.455 -0.006 -0.007 0.043
Si 0.015 -5.422 20.415 -0.006 -0.023 0.051
Si 2.796 -2.805 20.317 0.033 -0.007 0.055
Si 5.465 0.038 20.45 -0.011 -0.01 0.051
Si 8.144 2.744 20.367 0.011 0.007 0.049
Si 5.381 5.444 20.222 -0.024 0.01 0.044
Si 8.192 8.12 20.311 -0.009 0.008 0.043
Si 5.416 -5.445 20.409 0.01 0.005 0.059
Si 8.123 -2.812 20.313 0.007 0.001 0.075
Si -5.458 0.001 20.445 0.013 0.008 0.083
Si -2.718 2.703 20.407 -0.025 -0.025 0.043
Si -5.465 5.462 20.445 -0.011 -0.015 0.079
Si -2.661 -8.121 20.511 0.011 0.004 0.07
Si -5.432 -5.405 20.472 -0.018 -0.01 0.05
Si -2.75 -2.662 20.33 -0.003 0.008 0.035
Si 1.699 -1.203 21.546 -0.417 -0.207 -0.673
Si 3.787 1.236 21.641 0.459 0.219 -0.585
Si 1.65 4.182 21.69 -0.216 -0.033 -0.693
Si 3.787 6.443 21.613 0.013 0.176 -0.764
Si 1.158 -6.93 21.817 0.229 0.116 -0.736
Si 4.297 -3.877 21.79 -0.148 -0.238 -0.721
Si 6.56 -1.694 21.607 0.033 0.153 -0.712
Si -6.584 1.645 21.694 -0.223 -0.211 -0.76
Si 6.916 4.343 21.563 -0.049 -0.179 -0.662
Si -7.139 6.528 21.728 0.2 0.104 -0.733
Si 7.04 -6.644 21.58 -0.201 -0.059 -0.744
Si 9.177 -4.35 21.736 0.254 0.118 -0.747
Si -3.813 -1.09 21.724 -0.161 -0.083 -0.726
Si -1.609 1.157 21.784 0.256 0.1 -0.695
Si -4.311 3.842 21.683 0.173 0.236 -0.741
Si -1.014 7.105 21.827 -0.167 -0.153 -0.769
Si -3.756 -6.451 21.768 -0.155 -0.131 -0.725
Si -1.574 -4.198 21.622 0.1 0.065 -0.677
Si -1.722 5.851 -2.842 -0.012 -0.005 0.188
Si 2.504 -5.83 -6.904 -0.033 0.025 -0.033
Si -1.786 -4.273 -5.293 0.041 0.002 0
Si 7.907 -0.437 -5.529 0.011 0.051 0.015
Si -1.068 -2.827 24.356 -0.07 0.029 -0.113
Si 2.638 6.762 -4.326 0.082 -0.114 -0.012
Si 1.036 -0.863 24.346 -0.007 0.099 0.057
Si 5.222 -8.047 23.671 -0.059 0.007 -0.208
Si 3.132 7.547 -7.08 0.016 -0.076 0.049
Si 3.054 -5.728 23.987 -0.06 0.093 -0.076
Si 0.398 2.16 23.864 -0.042 0.032 -0.161
Si 3.844 -4.546 -2.742 -0.04 -0.033 0.072
Si 3.61 1.582 -6.933 -0.077 0.015 0.058
Si 3.085 -7.543 -2.103 0.072 -0.044 0.188
Si -4.77 -3.825 -4.468 0.033 0.113 0.092
Si 6.39 3.636 24.44 -0.088 -0.015 -0.071
Si 4.667 -3.937 -5.595 0.006 -0.003 -0.066
Si 6.767 -0.666 24.31 0.091 0.036 -0.076
Si -6.749 7.221 -7.373 0.146 -0.007 -0.129
Si -4.053 -2.161 24.61 0.013 0.04 -0.129
Si 4.949 -0.943 -6.559 0.049 -0.132 -0.032
Si -6.403 -4.1 24.693 0.029 0.018 -0.122
Si -5.674 -5.64 -2.085 -0.072 -0.005 0.136
Si -4.841 -6.794 24.679 -0.014 0.027 -0.129
Si -3.662 -1.504 -2.844 -0.042 -0.029 0.089
Si -6.778 3.916 -4.38 0.002 -0.005 0.035
Si 4.512 1.324 24.533 -0.063 -0.001 -0.028
Si -6.26 6.869 24.697 0.002 0.014 -0.145
Si 6.634 -0.021 -2.792 0.088 -0.083 0.043
Si 0.463 4.159 26.161 -0.032 0.084 -0.062
Si -4.032 3.889 -2.772 -0.026 -0.062 0.126
Si -3.929 5.83 -7.089 -0.132 0.029 0.069
Si 3.696 0.059 -2.876 -0.043 0.013 0.189
Si -7.667 1.616 24.601 -0.065 0.01 -0.184
Si 8.124 6.779 -4.784 0.107 -0.062 0.066
Si -4.052 4.619 24.674 0.033 0.061 -0.119
Si -7.493 2.296 -6.748 0.049 -0.131 -0.183
Si -1.058 -3.049 -2.817 0.036 -0.101 0.202
Si -1.772 4.021 -6.693 0.001 -0.01 0.101
Si -1.711 -1.621 -6.767 0.083 0.008 0.088
Si -1.428 6.157 24.803 0.031 -0.016 -0.203
Si 5.986 3.421 -7.106 -0.021 0.139 -0.057
Si 1.957 2.03 -4.654 -0.036 -0.029 0.059
Si -6.878 -3.025 -6.565 -0.012 0.027 -0.003
Si 5.652 6.355 25.92 -0.098 -0.148 -0.011
Si -0.287 -6.722 -6.551 -0.052 0.07 0.112
Si 1.866 -2.437 -2.491 0.005 0.009 0.116
Si -7.815 -7.902 -2.116 0.027 0.046 0.174
Si 7.974 2.59 -2.07 0.064 0.015 0.141
Si -0.845 1.17 -5.424 -0.109 0.078 -0.106
Si 5.159 5.965 -5.611 -0.057 0.079 0.06
Si 0.853 4.522 -3.014 0.112 -0.031 0.09
Si -1.613 6.854 -5.605 -0.049 -0.077 -0.148
Si -2.562 1.269 -2.919 -0.034 -0.071 0.174
Si 1.363 -1.352 5.426 -0.006 0.002 0.002
Si 4.064 1.373 5.396 -0.005 0.008 0.001
Si 1.357 4.094 5.406 -0.005 -0.004 0.005
Si 4.062 6.785 5.408 -0.007 0.001 0.005
Si 1.363 9.489 5.434 0.014 0.009 0.006
Si 4.099 12.236 5.462 0.002 -0.005 0.015
Si 6.783 -1.333 5.441 -0.01 0.003 0.004
Si 9.5 1.368 5.441 0.008 0.008 0.001
Si 6.761 4.061 5.457 0.002 0.009 0.017
Si 9.531 6.801 5.489 0.002 -0.001 0.013
Si 6.792 9.534 5.455 0.012 0.015 0.012
Si 9.537 12.249 5.467 0 -0.008 0.011
Si -4.109 -1.359 5.486 -0.004 -0.003 0.015
Si -1.363 1.371 5.465 -0.005 -0.005 0.012
Si -4.077 4.075 5.433 -0.003 -0.003 0.013
Si -1.332 6.78 5.403 0.012 -0.01 0.005
Si -4.062 -6.795 5.46 -0.003 -0.01 0.011
Si -1.339 -4.097 5.441 -0.001 -0.019 0.009
Si 2.719 0.012 6.78 -0.004 0.001 -0.003
Si 5.408 2.707 6.806 0.004 0.003 0.001
Si 2.708 5.443 6.788 0 -0.002 -0.002
Si 5.426 8.148 6.781 -0.001 -0.001 -0.005
Si 2.72 10.865 6.793 0.003 0.002 0.002
Si 5.443 -2.706 6.811 -0.004 -0.003 0.007
Si 8.154 0.004 6.81 0.005 -0.006 -0.004
Si 10.874 2.723 6.796 -0.002 -0.001 0.006
Si 8.143 5.428 6.804 0.001 -0.006 0.001
Si 10.895 8.169 6.824 -0.004 0.002 0.004
Si 8.163 10.886 6.811 -0.002 -0.002 0.004
Si 10.871 -2.719 6.846 0.004 0.007 0.005
Si -2.727 0.007 6.815 -0.005 0.001 0.005
Si 0.014 2.733 6.793 0.003 -0.001 0.003
Si -2.709 5.441 6.78 -0.006 0.004 -0.005
Si 0.006 8.135 6.795 0.004 -0.004 0.002
Si -2.698 -5.444 6.815 0.005 0.001 0.004
Si 0.009 -2.719 6.792 0.004 0.001 0
Si 1.365 1.366 8.153 0.006 0.007 0
Si 4.061 4.08 8.158 -0.003 -0.007 0.003
Si 1.362 6.793 8.165 0.003 0 0
Si 4.079 9.509 8.154 -0.004 -0.003 -0.004
Si 1.362 -4.086 8.151 -0.006 -0.005 -0.005
Si 4.071 -1.35 8.155 0.003 0 -0.007
Si 6.788 1.362 8.163 -0.005 0 -0.007
Si 9.516 4.08 8.16 0.002 0.011 -0.002
Si 6.787 6.797 8.155 0 -0.005 -0.005
Si 9.521 9.523 8.171 0.001 -0.001 -0.004
Si 6.805 -4.07 8.167 0.014 0.011 -0.001
Si 9.506 -1.354 8.183 -0.004 -0.012 0.005
Si -4.092 1.364 8.166 -0.008 -0.013 -0.001
Si -1.357 4.083 8.152 0.005 -0.002 -0.01
Si -4.062 6.798 8.159 0.003 0.012 0.001
Si -1.348 -6.816 8.162 -0.011 -0.002 -0.002
Si -4.067 -4.083 8.174 -0.004 0.004 -0.006
Si -1.355 -1.36 8.157 0.004 0.004 -0.007
Si 0.003 0.003 9.514 0.001 -0.001 0
Si 2.714 2.72 9.525 -0.002 0.002 0
Si -0.002 5.436 9.522 -0.001 0.006 0
Si 2.722 8.155 9.521 0.001 0.004 0.001
Si 0.005 -5.443 9.517 0.002 -0.003 -0.001
Si 2.715 -2.719 9.511 -0.002 0.001 -0.002
Si 5.432 0.001 9.523 0.01 -0.007 -0.002
Si 8.154 2.72 9.519 0.001 -0.003 -0.005
Si 5.431 5.437 9.517 -0.002 0 -0.002
Si 8.155 8.155 9.516 -0.002 0.002 -0.002
Si 5.439 -5.445 9.511 0.001 -0.001 -0.007
Si 8.157 -2.72 9.537 -0.003 0.005 0.003
Si -5.444 0.004 9.532 -0.004 -0.001 0
Si -2.719 2.724 9.513 -0.005 0.004 -0.006
Si -5.437 5.442 9.513 -0.002 -0.003 -0.005
Si -2.713 8.157 9.525 0.003 -0.004 -0.001
Si -5.435 -5.44 9.529 0 -0.001 -0.002
Si -2.711 -2.716 9.526 0.001 -0.004 -0.002
Si 1.358 -1.361 10.877 -0.001 -0.002 0
Si 4.076 1.361 10.884 0.002 0.004 -0.002
Si 1.353 4.076 10.883 0 -0.006 -0.001
Si 4.078 6.797 10.884 -0.005 -0.002 0.004
Si 1.363 9.518 10.877 0.005 -0.003 0.003
Si 4.075 -4.083 10.867 0.004 0.006 -0.001
Si 6.793 -1.357 10.882 -0.005 -0.01 0.001
Si 9.514 1.365 10.884 -0.001 -0.003 0.001
Si 6.797 4.081 10.879 0.005 0.002 -0.003
Si 9.521 6.799 10.876 0.002 0.001 0.001
Si 6.8 9.518 10.876 0.004 0.002 -0.001
Si 9.526 -4.079 10.887 -0.003 0.005 -0.003
Si -4.075 -1.356 10.884 -0.005 0.003 0.001
Si -1.362 1.36 10.875 0.002 -0.004 0.001
Si -4.078 4.084 10.873 -0.002 0.002 -0.002
Si -1.358 6.798 10.882 -0.004 0.005 0.002
Si -4.076 9.516 10.884 0.002 0 -0.002
Si -1.357 -4.083 10.881 -0.002 -0.001 -0.001
Si 2.716 -0.003 12.242 0.005 -0.004 0.004
Si 5.437 2.722 12.24 0.002 -0.006 0.001
Si 2.713 5.437 12.241 -0.007 -0.001 0
Si 5.444 8.158 12.239 0.003 0.001 0.002
Si 2.718 10.882 12.235 0.001 0.001 -0.002
Si 5.434 -2.726 12.227 0.003 0.003 -0.004
Si 8.158 -0.001 12.24 -0.004 -0.006 0.004
Si 10.885 2.725 12.233 0.002 0.001 -0.001
Si 8.165 5.436 12.239 -0.003 -0.005 -0.002
Si 10.88 8.158 12.24 -0.004 0 0.004
Si 8.163 10.875 12.238 0.002 0.002 0.001
Si 10.889 -2.72 12.243 0.001 0 0.004
Si -2.718 0.005 12.246 -0.002 0.004 0.004
Si -0.007 2.717 12.242 0.005 0.005 0.001
Si -2.724 5.444 12.237 0.002 -0.001 0.002
Si 0 8.161 12.235 0 0.003 0.003
Si -2.717 -5.443 12.243 -0.005 -0.002 0.005
Si -0.002 -2.719 12.241 0 0 0.005
Si 1.354 1.358 13.601 -0.006 -0.002 0.002
Si 4.074 4.079 13.6 -0.005 0.007 0.001
Si 1.346 6.796 13.596 0.007 0.001 -0.002
Si 4.083 9.525 13.591 -0.006 0.002 0.006
Si 1.35 -4.087 13.598 0.007 0.001 0.005
Si 4.078 -1.374 13.591 0.012 -0.011 -0.002
Si 6.797 1.358 13.595 0.003 0 0.008
Si 9.537 4.083 13.599 0.003 -0.008 0.002
Si 6.806 6.795 13.598 0.01 -0.005 0.002
Si 9.524 9.519 13.602 -0.005 0.01 0.007
Si 6.798 -4.078 13.584 -0.012 0.01 -0.003
Si 9.527 -1.358 13.596 0.003 0.002 0.007
Si -4.082 1.37 13.602 -0.007 -0.001 0.002
Si -1.369 4.082 13.594 -0.004 -0.002 0.004
Si -4.078 6.803 13.602 -0.002 0 0.009
Si -1.355 9.517 13.602 0.005 -0.007 0.001
Si -4.076 -4.083 13.604 0.001 -0.004 0.005
Si -1.359 -1.357 13.608 -0.007 0.004 0.004
Si -0.005 0.008 14.973 0.007 -0.009 -0.001
Si 2.712 2.719 14.96 0.007 -0.002 0
Si -0.021 5.442 14.959 -0.003 0.002 0.001
Si 2.71 8.163 14.934 0.002 0.001 -0.002
Si -0.006 -5.444 14.971 -0.006 0.001 0.002
Si 2.715 -2.732 14.949 -0.007 0.009 -0.002
Si 5.44 -0.015 14.946 -0.009 0.002 0.002
Si 8.178 2.71 14.941 -0.002 -0.004 0
Si 5.437 5.44 14.954 0.001 0.004 -0.002
Si 8.171 8.151 14.959 -0.005 -0.003 -0.005
Si 5.444 10.889 14.95 0.011 0 0.002
Si 8.164 -2.725 14.941 0.002 -0.008 -0.004
Si -5.438 0.004 14.96 0 0.003 -0.004
Si -2.729 2.738 14.964 0 0.007 -0.003
Si -5.426 5.444 14.972 -0.001 -0.006 0.006
Si -2.714 8.159 14.964 -0.002 0.002 -0.002
Si -5.434 -5.443 14.968 -0.002 0.002 0.005
Si -2.718 -2.724 14.965 -0.001 -0.001 0.005
O -4.352 -7.039 23.158 -0.225 -0.534 -0.048
O 0.071 -8.068 22.272 -0.093 0.109 0.281
O 7.25 -7.306 -1.28 -0.442 -0.2 -0.226
O -1.538 6.482 23.235 -0.398 -0.064 0.094
O -3.229 5.288 -2.835 -0.322 0.337 0.009
O -5.451 2.748 22.066 0.121 -0.007 0.208
O 5.414 -2.739 22.172 0.142 -0.103 0.132
O 6.09 3.777 22.854 -0.161 -0.019 0.112
O 5.179 -0.158 -3.49 0.023 -0.238 -0.694
O 0.015 -0.174 -0.447 -0.259 0.062 -0.456
O -7.4 7.585 -5.943 0.078 0.441 0.032
O 8.111 -5.533 22.116 0.052 -0.117 0.437
O 2.873 -1.316 -3.054 -0.036 -0.004 -0.535
O 5.763 7.698 25.051 0.449 0.47 0.184
O -3.942 -1.831 -1.283 0.186 -0.329 0.055
O 2.36 -3.913 -2.954 -0.301 -0.437 -0.516
O 2.705 2.635 -0.464 0.2 0.193 -0.109
O -1.034 1.87 23.145 -0.177 0.307 0.263
O -5.46 0.092 -0.366 -0.04 -0.127 -0.25
O -4.532 -6.398 -1.245 0.071 -0.154 -0.441
O 4.354 -3.744 -1.425 0.114 0.533 -0.494
O -2.801 -8.112 -0.376 -0.121 0.127 -0.309
O 1.727 -7.259 -1.279 -0.419 -0.078 -0.238
O 3.968 0.52 -1.34 0.286 -0.511 -0.177
O 3.801 0.138 -6.216 -0.278 -0.027 0.189
O -7.137 1.973 -1.188 0.391 0.355 -0.088
O 7.774 -0.29 -3.912 0.545 -0.032 0.325
O 1.124 0.719 24.015 0.287 0.011 0.101
O 5.066 2.13 -7.298 0.332 -0.231 -0.417
O 8.028 5.423 22.108 0.079 -0.091 0.454
O 7.387 -1.163 22.914 0.509 0.036 0.069
O 1.176 -6.231 -6.055 -0.104 0.194 0.524
O -4.174 3.502 -1.208 0.099 -0.453 -0.053
O -1.065 5.364 -6.046 0.698 0.027 -0.002
O -0.515 -1.308 24.527 -0.466 0.404 -0.034
O 4.798 -4.226 -4.004 0.563 -0.08 0.125
O 4.575 6.859 -6.83 0.299 -0.002 -0.623
O 2.887 2.557 -5.866 0.224 0.407 -0.117
O 5.99 -4.446 -6.376 0.251 -0.228 0.401
O -4.385 -1.806 23.07 -0.233 -0.072 -0.03
O -1.93 1.372 -1.425 -0.021 0.2 -0.093
O -7.689 -1.835 -5.848 -0.009 0.089 -0.001
O -8.108 -2.777 -0.391 0.067 -0.111 -0.251
O -6.738 -3.689 23.164 0.155 0.332 -0.086
O -0.728 8.114 -6.088 0.038 -0.13 0.124
O -4.263 3.286 25.543 -0.332 -0.433 -0.263
O -3.228 2.651 -3.404 -0.056 0.012 -0.646
O -2.171 -1.966 -3.233 0.032 0.251 -0.639
O -3.613 -6.339 25.592 0.159 0.039 -0.248
O -6.544 1.728 25.73 0.519 0.087 -0.146
O -1.192 -4.339 -3.783 0.249 -0.645 0.089
O -7.093 7.305 -1.205 0.001 -0.109 -0.242
O -2.735 5.335 25.256 -0.082 -0.109 0.308
O 4.119 -6.919 23.898 -0.001 -0.095 0.02
O 6.468 -7.413 22.887 0.245 -0.124 0.192
O 1.508 -1.743 23.071 0.263 -0.607 0.156
O -5.979 -5.656 24.727 -0.277 -0.196 0.174
O -0.095 5.313 25.164 0.345 0.194 -0.281
O -0.183 -3.741 25.34 0.572 -0.242 -0.278
O 3.358 -4.749 -6.074 -0.327 0.011 0.324
O 1.17 3.258 22.951 0.25 -0.124 0.274
O -6.32 -4.465 -1.196 0.228 0.409 -0.08
O 3.805 1.843 23.171 -0.348 0.279 -0.027
O 2.74 8.154 -3.534 0.086 0.414 -0.176
O -7.119 1.183 23.154 0.229 -0.356 0.033
O -2.718 0.031 22.227 -0.251 0.028 0.46
O 1.347 3.25 -3.83 0.027 -0.16 0.162
O -2.655 -5.3 22.191 0.015 -0.07 0.406
O -1.294 -0.15 -6.246 0.173 0.056 -0.069
O -4.687 -2.35 -3.767 -0.45 0.228 -0.165
O 5.459 5.56 -0.542 -0.159 0.099 -0.4
O 5.615 -5.546 -0.213 -0.017 -0.086 -0.202
O 0.063 -5.428 -0.375 0.087 -0.271 -0.149
O 2.847 1.191 -3.619 0.236 0.325 0.178
O 5.373 0.071 23.986 -0.336 -0.12 -0.541
O 3.814 -6.128 -2.404 0.314 -0.199 -0.316
O -6.646 7.142 23.15 0.224 0.633 -0.022
O 8.045 7.692 -3.465 -0.222 0.029 0.016
O 3.661 -4.442 23.193 0.096 0.167 0.486
O 5.284 4.433 -6.075 -0.123 -0.271 0.33
O -1.414 2.591 -6.006 -0.068 -0.009 0.077
O -2.629 -2.917 24.737 0.017 -0.294 0.471
O 6.511 -1.908 25.277 0.085 -0.518 -0.282
O 1.556 5.842 -3.597 -0.054 0.096 -0.062
O -1.411 7.483 25.709 0.076 0.546 -0.323
O -5.417 8.133 25.234 0.397 0.042 0.265
O 1.726 -6.226 23.185 -0.295 0.099 0.232
O 7.391 2.973 -6.506 -0.041 -0.208 0.345
O -0.885 -3.385 22.852 0.614 0.293 0.218
O -5.408 4.093 -3.56 0.01 0.115 0.152
O -1.37 -3.493 -1.297 -0.455 0.063 -0.046
O -1.342 0.975 -3.911 0.255 -0.035 0.465
O 5.366 2.57 25.097 -0.109 0.075 0.6
O 6.811 1.485 -2.223 -0.46 0.173 0.121
O 1.159 4.442 -1.439 0.07 0.095 -0.126
O 6.25 5.05 25.174 0.139 0.04 0.025
O -7.559 0.761 -6.218 0.433 -0.147 -0.125
O -5.519 6.171 -7.105 -0.202 -0.272 -0.065
O -1.158 -2.918 -5.954 0.629 0.173 -0.058
O 1.808 -2.207 -0.886 0.187 -0.521 -0.007
O -1.607 6.965 -3.993 0.048 0.816 0.308
O 2.182 7.105 -5.838 -0.556 -0.051 -0.13
O -5.533 5.468 -0.28 -0.093 0.072 -0.322
O 2.732 5.319 22.194 -0.074 -0.008 0.334
O 6.603 6.52 -5.219 -0.039 0.24 -0.136
O 4.577 7.016 22.904 0.051 -0.138 0.207
O -3.694 0.103 -3.04 -0.415 0.13 -0.339
O 0.355 -2.304 -3.027 0.01 0.394 -0.265
O -6.496 3.168 -5.801 0.341 -0.117 -0.097
O -3.735 4.338 23.117 0.399 0.358 0.279
O -3.973 -0.794 25.46 -0.41 0.327 -0.102
O 7.888 3.04 24.56 0.166 0.229 0.318
O 3.962 7.685 -1.268 0.044 0.14 -0.238
O 4.54 -2.348 -5.872 -0.001 -0.074 0.143
O -6.809 -6.703 -2.499 0.011 0.135 -0.456
O 6.414 -0.456 -6.12 -0.002 0.022 -0.322
O -7.92 -3.998 -7.338 0.124 -0.425 -0.057
O -7.582 6.727 25.602 -0.226 -0.238 -0.274
O 7.328 3.884 -1.349 0.109 0.023 -0.421
O 4.101 6.049 -4.381 0.172 -0.252 0.498
O -7.79 2.997 -3.518 0.069 -0.336 -0.373
O 2.783 -0.022 21.748 -0.014 -0.153 0.211
O -3.326 -1.777 -6.71 -0.292 0.033 0.551
O -7.668 -3.902 25.664 -0.236 -0.185 -0.18
O 1.995 -1.25 25.594 -0.225 -0.592 0.029
O 6.71 -1.03 -1.528 0.036 0.123 -0.297
O -7.438 5.374 -4.559 0.08 0.001 0.064
O -0.745 4.608 -3.176 -0.372 -0.262 -0.057
O -3.388 4.353 -6.618 -0.266 -0.643 0.428
O -5.369 5.533 24.808 -0.274 -0.242 0.1
O 2.795 -5.438 25.561 -0.085 -0.028 0.28
O 4.108 6.092 26.289 -0.286 -0.087 -0.132
O -3.146 6.93 -6.172 -0.272 0.56 0.288
O -5.191 -3.146 25.18 0.047 -0.004 0.506
O -1.377 -5.619 -6.083 -0.386 -0.012 0.012
O 0.311 2.763 25.358 -0.185 -0.337 0.352
O -6.035 -3.853 -5.467 -0.186 -0.352 0.117
O -3.403 -4.193 -5.251 -0.088 -0.26 -0.301
O 3.355 -7.182 -7.139 0.337 0.23 -0.166
O -4.998 -4.978 -3.372 0.27 -0.176 -0.01
O 7.693 0.405 25.062 0.012 -0.267 0.258
O 0.77 1.19 -5.364 0.14 -0.323 -0.268
O 3.644 0.759 25.775 0.079 0.369 0.016
O -1.237 6.461 -1.427 0.307 -0.029 -0.23

Results
total energy: -101658.909 eV
total energy less fixed offsets of O -438.25, Si -107.07 eV per atom: -5.709 eV
